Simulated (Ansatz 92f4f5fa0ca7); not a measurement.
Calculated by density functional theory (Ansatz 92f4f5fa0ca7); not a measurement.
Periodic cell of 256 atoms, Si144O112, from a study of silicon, its oxide and their interface. The atomic structure is a simulated model.
Doubt: the cutoff is far below the 930 eV that the study's wrapper takes by default for these files, so forces and energies are approximate.
This geometry differs little from another in the collection (a relaxation step or a small displacement).

Settings: functional PBE; potential files Ansatz PAW; basis plane waves; wave-function cutoff 580 eV; density cutoff ratio 5; exchange-correlation grid ratio 1; k mesh 1 x 1 x 1, Gamma-centred; self-consistency stop 5e-08 eV per atom in the density residual; occupations fixed; spin none; net charge 0.

Cell vectors (angstrom)
a, 10.938, 0, 0
b, 0, 10.938, 0
c, -2.041, -3.4872, 36.6834

Atoms: element, x, y, z (angstrom)
Si, -0.3969, -5.1129, 29.2979
Si, 2.2769, -2.4446, 29.1562
Si, -1.0408, 0.9169, 29.2816
Si, 1.8283, -7.3291, 29.2409
Si, -6.4143, -4.6896, 29.1209
Si, -3.5899, -1.852, 29.1425
Si, 5.1399, 0.404, 29.2264
Si, -3.2752, -7.7782, 29.2787
Si, 0.7375, -3.5169, 30.5798
Si, 3.4425, -0.7788, 30.4157
Si, 0.6743, -8.9546, 30.5041
Si, 3.4139, -6.2022, 30.5564
Si, -4.7813, -3.4951, 30.4047
Si, -2.0728, -0.7467, 30.5703
Si, 6.1779, 1.9589, 30.6319
Si, -2.0487, -6.2191, 30.5524
Si, -0.6649, -2.1233, 31.8881
Si, 2.0743, 0.5944, 31.838
Si, -0.6768, -7.5961, 31.9157
Si, 2.0785, -4.8598, 31.9563
Si, 4.8008, -2.1308, 31.8514
Si, 7.5416, 0.6049, 31.9707
Si, 4.78, 3.3543, 31.9061
Si, -3.4281, -4.8264, 31.8614
Si, -2.041, -3.4872, 33.2652
Si, 0.6935, -0.7527, 33.2652
Si, -2.041, 1.9818, 33.2652
Si, 0.6935, -6.2217, 33.2652
Si, 3.428, -3.4872, 33.2652
Si, 6.1625, -0.7527, 33.2652
Si, 3.428, 1.9818, 33.2652
Si, 6.1625, -6.2217, 33.2652
Si, 1.3673, -1.3673, 3.418
Si, 4.1018, 1.3673, 3.418
Si, 1.3673, 4.1018, 3.418
Si, 4.1018, -4.1018, 3.418
Si, 6.8362, -1.3673, 3.418
Si, -1.3673, 1.3673, 3.418
Si, 6.8362, 4.1018, 3.418
Si, -1.3673, 6.8362, 3.418
Si, 2.7283, -0.0029, 4.8254
Si, 5.4782, 2.7391, 4.7977
Si, 2.7207, 5.5004, 4.7429
Si, 5.4265, -2.7091, 4.7489
Si, -2.7067, -0.0097, 4.7447
Si, 0.0102, 2.7084, 4.7634
Si, 8.1992, 5.4603, 4.8007
Si, 0.0055, -2.7304, 4.8173
Si, 1.3416, 1.3527, 6.1989
Si, 4.0839, 4.1548, 6.0969
Si, 1.3951, -4.0921, 6.1785
Si, 4.093, -1.3758, 6.2028
Si, -4.0488, 1.3486, 6.1104
Si, -1.3474, 4.0612, 6.1344
Si, 6.7713, -4.0828, 6.0879
Si, -1.3573, -1.3375, 6.1716
Si, -0.2234, 0.202, 7.5947
Si, 2.5067, 3.0171, 7.3938
Si, 0.2549, -5.7339, 7.4196
Si, 2.9553, -2.9608, 7.5741
Si, 5.7538, -0.2215, 7.4281
Si, -2.4568, 2.4473, 7.4604
Si, 5.1934, 5.7396, 7.4481
Si, -3.0225, -2.4911, 7.3564
Si, -0.6738, -4.8545, 34.6324
Si, 2.0607, -2.12, 34.6324
Si, -0.6738, 0.6145, 34.6324
Si, 2.0607, 3.349, 34.6324
Si, 4.7952, -4.8545, 34.6324
Si, -3.4083, -2.12, 34.6324
Si, 4.7952, 0.6145, 34.6324
Si, 7.5297, 3.349, 34.6324
Si, 0.6935, -3.4872, 35.9997
Si, 3.428, -0.7527, 35.9997
Si, 0.6935, 1.9818, 35.9997
Si, 3.428, -6.2217, 35.9997
Si, -4.7755, -3.4872, 35.9997
Si, -2.041, -0.7527, 35.9997
Si, 6.1625, 1.9818, 35.9997
Si, -2.041, -6.2217, 35.9997
Si, 1.3673, 1.3673, 0.6835
Si, 4.1018, 4.1018, 0.6835
Si, 1.3673, 6.8362, 0.6835
Si, 4.1018, -1.3673, 0.6835
Si, 6.8362, 1.3673, 0.6835
Si, -1.3673, 4.1018, 0.6835
Si, 6.8362, -4.1018, 0.6835
Si, -1.3673, -1.3673, 0.6835
Si, 0, 0, 2.0507
Si, 2.7345, 2.7345, 2.0507
Si, 0, 5.469, 2.0507
Si, 2.7345, -2.7345, 2.0507
Si, 5.469, 0, 2.0507
Si, 8.2035, 2.7345, 2.0507
Si, 5.469, 5.469, 2.0507
Si, 8.2035, -2.7345, 2.0507
Si, 0.626, -8.5343, 22.6022
Si, 4.129, 4.1867, 14.2907
Si, 0.0245, -4.9195, 16.3467
Si, -1.0823, -5.2832, 19.1141
Si, -2.4943, -4.3708, 14.6469
Si, 1.7432, -2.0043, 21.5812
Si, 5.5768, -0.8771, 23.2113
Si, 3.3176, -5.2432, 23.8575
Si, 1.7853, -0.848, 26.622
Si, -2.8908, 0.5466, 24.282
Si, 1.7109, -1.049, 9.7917
Si, -3.7725, -2.4713, 20.9932
Si, 4.4997, 1.632, 22.023
Si, 5.5989, -4.1804, 14.6907
Si, 1.5164, 1.7468, 17.8118
Si, 7.2078, -2.0307, 13.6863
Si, 0.9689, -7.0089, 19.9566
Si, -0.4639, -0.2162, 16.8646
Si, 4.5342, -2.5565, 17.0696
Si, 5.9809, 2.5977, 16.3538
Si, 1.6288, -2.284, 15.6644
Si, 5.2011, -4.3021, 19.4764
Si, 7.3362, 1.1302, 13.8628
Si, 5.5313, 0.1434, 18.0505
Si, 1.3285, 3.3125, 15.2723
Si, -1.0313, -3.4861, 21.8117
Si, 2.6994, -4.7947, 20.9144
Si, -3.8432, -7.8485, 21.4435
Si, 3.294, 1.7423, 27.2089
Si, 7.0643, 4.3171, 9.6175
Si, -1.5761, -3.1797, 12.2746
Si, 3.0645, -8.1296, 24.3141
Si, -1.6338, 0.9423, 21.5639
Si, -2.2516, -3.7686, 27.1238
Si, -1.6668, -4.4008, 9.5391
Si, -1.4204, -7.8812, 24.7569
Si, 3.2478, -2.3193, 24.3393
Si, -4.5567, -6.0135, 27.0219
Si, -1.8934, -4.7912, 24.4268
Si, -3.8988, -6.3904, 18.568
Si, -4.5959, -5.8884, 23.9208
Si, 0.8232, -1.2839, 12.871
Si, 5.5075, 2.7092, 11.8485
Si, -0.715, 0.5215, 26.2323
Si, -2.6206, -0.5535, 18.9704
Si, 3.1613, 0.2873, 19.8622
Si, 3.9549, 1.2333, 9.5594
Si, -0.5998, 1.1674, 14.0814
O, 8.1548, -2.749, 14.8484
O, 6.8391, -1.3683, 7.9382
O, -2.797, -2.3725, 27.7768
O, 4.8265, -2.1069, 23.9654
O, 4.6933, 1.3207, 27.9212
O, 5.8733, 5.0244, 8.7613
O, 5.814, -5.3458, 18.4012
O, 4.3524, -5.1282, 14.2571
O, 4.0894, -4.092, 8.0213
O, 1.3763, 4.1009, 7.9434
O, 2.4817, -5.2227, 22.4626
O, -4.7085, -0.7194, 28.6628
O, 3.4152, -3.548, 28.6556
O, -3.8428, 0.3894, 18.4608
O, 1.4732, -1.9443, 27.7946
O, 2.5954, -7.8971, 27.8936
O, -4.6405, -1.407, 21.8581
O, -2.3822, -3.2571, 8.6488
O, -1.3513, 1.3426, 8.0367
O, 4.1931, -8.152, 23.1319
O, 7.7496, 3.1055, 8.7745
O, 3.3028, 2.4541, 8.7114
O, -0.6081, -8.796, 25.8736
O, 2.2942, -1.8618, 23.1031
O, -4.7791, -6.4762, 25.4619
O, -1.0508, -3.6219, 10.8184
O, -3.4593, -4.7178, 23.9574
O, 5.3687, -3.6226, 16.1908
O, 6.9369, 3.4656, 17.3592
O, 4.4669, -3.127, 18.6057
O, 0.1407, -2.3426, 21.7065
O, 2.2862, -2.3462, 8.9631
O, 5.2075, 0.5481, 8.7757
O, 1.6628, -5.5482, 19.9352
O, 7.0325, -0.4672, 14.0195
O, 7.9767, -2.2798, 12.2467
O, 4.4263, 0.176, 22.7431
O, 5.0054, -5.4697, 27.7329
O, -4.657, -3.7667, 20.5816
O, 2.5004, 0.6165, 18.4172
O, -1.4862, -4.9624, 15.7415
O, -2.4888, -2.7865, 21.9307
O, -0.4356, -2.2904, 12.9965
O, -2.5521, -5.4897, 18.4749
O, -0.0322, 1.1113, 21.8592
O, 1.7731, -8.9181, 23.6923
O, 6.975, -5.0966, 14.7051
O, 0.1803, 2.5723, 14.375
O, -4.3822, -0.09, 24.2626
O, -2.1369, -8.8764, 28.8249
O, 1.8115, -1.7195, 14.1219
O, -3.5061, -4.7904, 27.1327
O, -0.9012, -4.4375, 23.1606
O, -0.4174, -5.0911, 8.7729
O, 1.434, -1.4327, 11.359
O, 3.0654, -2.3659, 16.4078
O, 4.4687, 1.8474, 10.9557
O, -3.9931, -7.039, 20.0554
O, -1.6709, -6.2987, 25.1141
O, 0.698, -6.2269, 28.7318
O, 0.5227, -0.4024, 25.6829
O, -0.5965, -6.7778, 19.582
O, 3.5779, -8.9043, 25.6379
O, -1.6915, -3.6505, 25.5893
O, 0.3416, 0.2672, 13.0904
O, 4.6627, 3.6008, 12.8893
O, 2.9968, -3.892, 24.7082
O, -2.2274, 0.1328, 22.8469
O, 5.7907, -2.8786, 13.6877
O, 4.1753, -5.1641, 20.3904
O, 3.401, 1.6081, 20.8152
O, -2.0603, 1.461, 13.4214
O, 4.8998, 3.5408, 15.5777
O, 4.667, -0.1928, 19.4147
O, -0.6336, 0.267, 27.8312
O, 2.4748, -3.2039, 20.7753
O, -3.9747, -7.2766, 27.8706
O, 8.1913, 5.42, 10.0133
O, -1.0391, -4.3376, 20.4299
O, 6.4231, 1.6469, 12.6416
O, 0.0327, 1.0762, 17.7391
O, 0.934, -3.7651, 15.647
O, 1.9576, 2.2169, 16.3181
O, 2.5336, 3.8738, 14.3463
O, 2.293, 0.4827, 27.4088
O, 5.3334, -1.133, 17.0551
O, -0.5324, -7.7448, 23.4089
O, -2.8036, -8.7472, 24.4694
O, -0.9833, 0.334, 15.4313
O, -1.8351, -4.5396, 13.1552
O, 2.8307, 0.1126, 9.8274
O, -3.2771, -1.9193, 19.5429
O, -4.0767, -6.9105, 22.7553
O, 2.945, -1.4189, 25.6474
O, 1.215, -7.5845, 21.4436
O, -1.652, -0.9203, 17.7177
O, -1.0127, -4.3484, 27.9896
O, 5.9952, 1.8858, 21.4532
O, 0.3869, -0.481, 8.9862
O, -0.1298, -4.6431, 17.9473
O, 0.7197, -1.2858, 16.5787
O, 6.4352, 3.7085, 10.972
O, 6.9545, 1.8571, 15.2719
O, 4.9059, -5.2692, 23.5022
O, 2.161, -0.7085, 20.6796
O, 1.6101, -7.9293, 18.8072
O, 5.1281, 1.51, 17.2438
O, -2.069, -0.0783, 25.544
O, -1.7735, 0.1407, 20.1694
O, 2.8089, -6.558, 24.685
O, -2.375, -8.5478, 21.4417
O, 0.6826, 4.5521, 16.1026

Results
free energy: -155248.407 eV
free energy less fixed offsets of O -568.88, Si -635.61 eV per atom: -6.007 eV

Forces (eV/angstrom), in the order of the atoms: element, x, y, z
Si, 0.0155, 0.0087, -0.0278
Si, -0.0052, -0.0068, -0.0056
Si, -0.0104, -0.0101, -0.0193
Si, 0.0021, 0.0084, 0.0025
Si, -0.0097, -0.0031, -0.0043
Si, 0.0025, 0.0034, -0.0067
Si, 0.0107, -0.0035, -0.0089
Si, 0.0043, -0.0082, -0.0024
Si, 0.0054, -0.001, 0.0057
Si, 0.0004, -0.001, 0.0074
Si, 0.0022, 0.0076, 0.0105
Si, -0.0077, 0.007, 0.0001
Si, -0.0027, 0.0071, 0.0018
Si, -0.0046, 0.0058, 0.0059
Si, 0.006, -0.0024, 0.0066
Si, -0.0055, -0.0125, 0.0126
Si, 0.0005, -0.0034, 0.0014
Si, 0.003, -0.0027, 0.0034
Si, -0.0015, 0.0043, -0.006
Si, -0.0003, -0.0027, -0.0047
Si, 0.0006, 0, 0.0003
Si, -0.004, -0.0022, -0.0076
Si, 0.0022, -0.0019, 0.0024
Si, 0.0059, -0.0017, 0.0062
Si, -0.0775, 0.0359, -0.1632
Si, 0.1213, 0.0572, -0.222
Si, 0.1772, 0.0379, 0.4083
Si, -0.0638, -0.0922, 0.2452
Si, 0.2667, 0.1769, 0.1435
Si, -0.2137, -0.247, 0.1229
Si, -0.1642, -0.1342, -0.1698
Si, 0.0137, 0.1369, -0.1562
Si, 0.0243, 0.0043, 0.2029
Si, -0.0353, -0.0331, 0.2575
Si, -0.0314, -0.0368, -0.1658
Si, -0.1073, 0.1363, -0.443
Si, -0.0169, -0.0019, -0.205
Si, 0.0954, -0.0067, -0.3794
Si, 0.0312, -0.0131, 0.0279
Si, 0.025, 0.0077, 0.242
Si, -0.0015, 0.004, -0.0041
Si, -0.0063, 0.0047, -0.003
Si, -0.003, 0.0023, 0.004
Si, -0.0075, 0.0077, 0.0011
Si, 0.0029, -0.0056, 0.0023
Si, 0.0069, -0.0031, 0.0032
Si, -0.0063, 0.0061, -0.005
Si, -0.0033, 0.0006, -0.0026
Si, -0.0097, 0.0024, 0
Si, -0.005, 0.0031, -0.0018
Si, 0.0091, -0.0102, -0.0006
Si, 0.0094, -0.0101, 0.0032
Si, 0.0041, -0.0078, 0.0007
Si, 0.0076, -0.0049, 0.0018
Si, -0.0011, -0.0012, 0.0001
Si, -0.0047, 0.0104, -0.0006
Si, 0.0016, 0.001, -0.0034
Si, -0.0003, 0.0054, 0.0176
Si, 0.0024, -0.0002, 0.0063
Si, 0.0041, -0.0005, -0.0017
Si, -0.0016, -0.0013, 0.0013
Si, 0.0017, -0.0043, 0.0118
Si, -0.0094, 0.0057, 0.0324
Si, -0.0018, 0.0016, 0.0396
Si, -0.0002, -0.0563, -0.0122
Si, 0.0507, 0.0151, -0.0247
Si, 0.0045, 0.0855, -0.0007
Si, -0.0847, -0.0368, 0.0026
Si, 0.0164, 0.0609, -0.0007
Si, -0.0357, 0.0044, 0.0022
Si, -0.0248, -0.0666, -0.0209
Si, 0.0538, 0.0033, -0.0218
Si, 0.0077, 0.0293, -0.0307
Si, -0.0245, 0.033, -0.0153
Si, 0.0208, -0.0326, 0.0017
Si, 0.0226, -0.0018, -0.0224
Si, 0.0216, -0.045, -0.0047
Si, 0.0166, -0.0065, -0.0189
Si, -0.0115, 0.011, -0.0364
Si, -0.0395, -0.0035, -0.0162
Si, 0.0065, -0.034, 0.0226
Si, 0.0201, -0.0095, 0.0261
Si, -0.0063, 0.0308, 0.0129
Si, -0.0447, -0.0011, 0.0142
Si, -0.0158, 0.0279, 0.0073
Si, -0.0185, 0.0276, 0.0107
Si, 0.0164, -0.0319, 0.0176
Si, 0.0291, 0.0016, 0.0272
Si, -0.0212, 0.037, 0.0033
Si, -0.0051, 0.0475, 0.012
Si, -0.0079, -0.0497, 0.01
Si, 0.0379, -0.0442, -0.0126
Si, 0.0514, -0.0045, 0.0038
Si, 0.0243, -0.0121, 0.0055
Si, -0.0064, 0.0275, 0.019
Si, -0.0531, -0.0057, 0.0108
Si, -0.002, -0.0015, -0.0047
Si, -0.0025, 0.0018, 0.008
Si, 0.0003, -0.0014, 0.0047
Si, -0.0021, -0.0032, -0.003
Si, -0.0004, -0.0004, 0.0066
Si, -0.0022, 0.0032, -0.0075
Si, 0.0008, 0.0004, -0.0035
Si, -0.0021, -0.0012, -0.0005
Si, -0.0011, -0.0015, -0.0005
Si, -0.0005, 0.0011, -0.0005
Si, 0.0027, -0.0016, -0.0137
Si, 0.0001, 0.0013, -0.0041
Si, 0, -0.0007, -0.0061
Si, -0.0012, 0.0002, 0.0044
Si, 0.0012, -0.0028, 0.0025
Si, -0.0019, -0.0022, 0.0035
Si, -0.0006, -0.0024, 0.0001
Si, -0.0005, 0.0004, 0.0068
Si, -0.0004, 0.0006, 0.0039
Si, -0.0018, 0.0003, 0.007
Si, 0.0014, -0.0014, 0.0077
Si, 0.0015, 0.0022, -0.0032
Si, 0.0018, -0.0026, 0.0058
Si, 0.0003, -0.0003, 0.0007
Si, 0.0006, 0.0005, 0.0045
Si, -0.0014, 0.0015, -0.0044
Si, -0.0006, -0.0019, -0.0034
Si, 0.0014, -0.0024, -0.0056
Si, 0.0013, 0, 0.0027
Si, -0.0085, 0.0007, -0.0105
Si, -0.0025, 0.0009, -0.002
Si, -0.0015, 0.0006, -0.001
Si, 0.0007, 0.0004, -0.0048
Si, 0.0053, -0.001, 0.0018
Si, 0.0009, 0.0189, -0.0142
Si, -0.0003, -0.0022, 0.0025
Si, 0.0007, -0.0026, 0.0001
Si, 0.0031, -0.0006, 0.0006
Si, 0.0009, -0.0026, -0.0018
Si, -0.0001, -0.0004, -0.0019
Si, 0.0016, -0.0006, -0.0042
Si, -0.0009, -0.002, 0.0055
Si, -0.001, -0.0003, -0.0036
Si, -0.0061, 0.0051, 0.0039
Si, -0.0002, 0.0006, 0.0006
Si, -0.001, 0.0003, -0.0018
Si, -0.0005, 0.0025, -0.0164
Si, 0.0001, 0.0042, 0.0041
O, 0.0004, 0.0003, -0.0017
O, 0.0117, -0.0115, -0.003
O, -0.0066, 0.0027, 0.011
O, 0.0008, -0.0008, 0.0019
O, 0.0008, -0.0045, 0.0079
O, -0.0013, 0.0072, -0.0195
O, -0.0025, 0.001, -0.0003
O, 0.0008, -0.0002, 0.0004
O, 0.0126, -0.013, -0.0034
O, 0.0045, -0.0042, -0.0022
O, -0.0002, -0.0009, 0.0052
O, -0.0045, 0.0089, 0.0077
O, -0.0045, -0.0028, 0.004
O, -0.0006, 0.0005, 0.0025
O, 0.0053, -0.0036, 0.0118
O, -0.0035, 0.0003, 0.0044
O, -0.0014, -0.0003, 0.0049
O, -0.0059, -0.0014, -0.0191
O, -0.0028, 0.0017, -0.0002
O, 0.0001, 0.0006, 0.0055
O, 0.0024, -0.0023, -0.0011
O, -0.0056, -0.0033, -0.0097
O, 0.0017, -0.0005, 0.0027
O, -0.002, 0.0024, 0.0075
O, -0.0004, 0.0005, 0.006
O, -0.0078, -0.0091, -0.0081
O, -0.0011, 0.0001, 0.0016
O, 0.0009, -0.0018, 0.0003
O, -0.0002, -0.0017, -0.0003
O, -0.0011, 0.0002, 0.0046
O, -0.0027, 0.0002, 0.0039
O, 0.0015, 0, 0.0019
O, -0.0055, 0.001, 0.0033
O, 0.0005, 0.0041, 0.0047
O, -0.0006, 0.0012, -0.0018
O, 0.0027, -0.0019, 0.0038
O, -0.0007, -0.0002, 0.0042
O, -0.0048, 0.0065, 0.0102
O, -0.0018, -0.0012, 0.0032
O, -0.0011, -0.0003, 0.0013
O, -0.0015, 0.0004, -0.002
O, -0.0002, -0.0003, 0.0051
O, -0.0003, -0.0018, -0.0017
O, 0.0025, 0.0016, 0.0034
O, -0.0014, -0.0011, 0.0059
O, -0.0001, -0.0011, 0.0066
O, 0.0008, -0.0009, -0.0018
O, -0.0006, -0.0015, -0.0008
O, -0.0006, 0.0002, 0.005
O, -0.0016, 0.0004, 0.0041
O, 0.0011, -0.0003, -0.0026
O, -0.0005, -0.001, -0.001
O, -0.0005, -0.0025, 0.0053
O, -0.0033, 0.0015, 0.0047
O, 0.0008, 0, 0.0008
O, -0.0022, 0, -0.0018
O, -0.0006, -0.001, 0.0007
O, -0.0017, 0.0002, 0.0066
O, -0.002, 0.0029, 0.0011
O, -0.0051, 0.0061, 0.0048
O, 0.0032, -0.0023, 0.0008
O, -0.0039, -0.0023, 0.0032
O, -0.0004, -0.0007, 0.005
O, -0.0014, 0.0008, 0.0071
O, -0.0012, 0.0014, -0.0011
O, 0.0002, -0.0003, -0.0035
O, -0.0002, -0.001, 0.0029
O, 0, -0.0008, 0.0031
O, 0.0005, -0.0001, 0.0015
O, 0.0006, -0.0038, 0.0065
O, 0.0004, -0.0004, 0.0043
O, -0.0012, 0.0001, -0.0025
O, 0.0003, -0.0011, -0.0017
O, 0.0006, -0.0004, 0.0044
O, 0.0009, 0.0017, 0.0111
O, 0.0024, -0.001, 0.001
O, 0.0032, -0.0017, 0.013
O, -0.001, 0.0014, 0.005
O, 0, 0.0009, 0.0044
O, -0.0008, -0.0003, -0.0001
O, -0.0036, -0.0007, 0.0018
O, -0.0004, -0.0006, 0.0015
O, 0.001, 0.0002, -0.0028
O, 0.0002, -0.0008, -0.0007
O, 0.0018, 0.0037, 0.0032
O, 0.0004, -0.0004, 0
O, 0.0006, 0.0017, 0.0017
O, -0.0004, 0.0002, 0.0036
O, -0.0022, -0.0022, -0.0002
O, 0.0006, -0.001, 0.0016
O, 0.004, 0.004, 0.004
O, 0.0003, -0.0006, 0.0031
O, -0.0005, 0.0029, 0.0083
O, -0.0009, 0.0021, 0.0047
O, 0.0014, 0.0013, 0.0047
O, 0.0002, -0.0007, 0.0017
O, 0, -0.0098, 0.0221
O, -0.0019, -0.0026, 0.0062
O, -0.0037, 0.0059, -0.0001
O, 0.0021, 0.001, -0.0002
O, 0.0017, -0.0016, -0.0003
O, 0.0039, 0.0017, -0.0009
O, 0.0022, -0.0021, -0.0028
O, 0.0004, 0.0002, 0.0034
O, -0.0001, 0.0013, 0.0037
O, 0.0025, 0.0005, 0.0029
O, -0.0005, 0.0006, 0.0014
O, 0.0005, -0.0021, 0.0018
O, -0.0009, -0.0009, 0.0046
O, 0.0006, -0.0003, 0.002
O, 0.001, -0.0011, 0.0068
O, -0.0004, 0.0005, 0.0017

The program warned: the cutoff lies below the one the program advises for these potential files; the exchange-correlation potential is rough where the density is thin.
